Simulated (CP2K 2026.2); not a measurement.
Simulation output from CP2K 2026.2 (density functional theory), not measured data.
Periodic cell of 432 atoms, Si324O108, from a study of silicon, its oxide and their interface. The atomic structure is a simulated model.
Doubt: the forces sum to 0.78 eV/angstrom along one axis rather than to zero, so they err by at least 0.0018 eV/angstrom per atom on average; the grid cutoff is modest.

Settings
functional: PBE
method: Gaussian and plane waves
basis set: DZVP-MOLOPT-SR-GTH
pseudopotentials: GTH-PBE
grid cutoff: 350 Ry, relative cutoff 50 Ry
k points: Gamma only
occupations: fixed
spin: none
net charge: 0

Cell vectors (angstrom)
a	16.32	0	0
b	0	16.32	0
c	0.4498	2.1699	29.4558

Atoms and the computed forces on them: element, x, y, z (angstrom), force x, y, z (eV/angstrom)
Si	1.756	14.8322	0.0703	-0.4523	0.2118	0.6771
Si	5.1802	3.0316	29.444	-0.2915	0.2734	0.7866
Si	2.022	6.0683	29.3641	-0.0431	-0.0434	0.6767
Si	4.2966	6.505	0.0321	-0.136	0.2365	0.7188
Si	1.0187	9.7444	0.018	0.0856	-0.199	0.7555
Si	3.7181	12.3475	0.1461	0.3306	-0.1867	0.6863
Si	6.7697	14.9396	0.4824	-0.0159	-0.0592	0.6368
Si	9.4756	1.209	0.147	-0.1608	0.2979	0.6264
Si	6.5998	4.3527	0.1629	0.1705	-0.1829	0.7564
Si	9.2137	7.0948	0.0953	0.3783	-0.2996	0.6936
Si	7.0306	9.4232	0.0636	-0.3508	0.2195	0.6889
Si	9.4747	15.0475	29.3171	0.2589	-0.2843	0.7369
Si	12.3642	17.6781	29.3841	0.1646	-0.3712	0.6735
Si	15.6383	3.2819	29.3009	-0.0406	0.05	0.6512
Si	12.1264	4.0826	0.1392	0.0037	-0.0298	0.6354
Si	14.5255	6.8644	0.1346	0.3745	-0.0743	0.6847
Si	12.5819	9.3253	0.2692	-0.2321	0.0592	0.6833
Si	15.0864	11.9328	0.1257	0.0138	0.2637	0.652
Si	2.9545	16.3162	1.3705	0.0216	0.0515	-0.0377
Si	5.5408	2.6326	1.3566	-0.0349	0.0413	-0.0211
Si	2.7417	5.3547	1.3522	0.0161	-0.0073	-0.0686
Si	5.3612	8.232	1.2627	0.0147	-0.0089	-0.0837
Si	2.5548	10.8336	1.4473	0.0027	-0.024	-0.0745
Si	5.3635	13.4318	1.4931	-0.0515	-0.0152	-0.0591
Si	8.1516	16.3522	1.655	-0.0143	0.0037	-0.0034
Si	10.6662	2.8127	1.4245	0.0183	-0.0556	-0.0593
Si	8.1275	5.5277	1.4635	0.0178	0.0214	-0.024
Si	10.8782	8.1702	1.357	-0.008	-0.0458	-0.0101
Si	8.1793	11.0609	1.2592	0.0627	0.0026	-0.0442
Si	10.8705	13.7128	1.1393	0.013	0.0018	-0.0921
Si	13.541	0.1856	1.2783	0.082	-0.0368	-0.0617
Si	0.2157	2.5017	1.257	-0.0535	0.026	-0.0978
Si	13.5888	5.2775	1.5277	-0.0522	-0.0035	-0.0472
Si	16.2658	8.0512	1.2625	0.0096	-0.0227	-0.0508
Si	13.6958	10.8289	1.631	-0.0123	0.0277	0.0492
Si	16.2759	13.6908	1.1992	0.0122	0.0493	-0.089
Si	1.5274	1.2998	2.7328	0.0272	-0.0319	0.0362
Si	4.1024	3.986	2.7012	0.0258	-0.0006	0.0493
Si	1.3652	6.7602	2.6496	-0.0282	0.0147	0.013
Si	4.02	9.5075	2.7086	0.0187	0.0186	0.0035
Si	1.2424	12.3082	2.7135	-0.0279	0.0001	0.0611
Si	4.1068	14.8974	2.8213	-0.0112	-0.0096	0.071
Si	6.8084	1.4238	2.9046	-0.017	0.0095	0.0361
Si	9.4277	4.1518	2.84	-0.0538	0.0214	0.0195
Si	6.7246	6.912	2.7278	-0.0194	-0.0106	0.0644
Si	9.5358	9.634	2.6454	-0.0253	-0.0276	0.0492
Si	6.808	12.1811	2.7933	0.0233	-0.0158	0.0424
Si	9.6202	14.9487	2.7744	0.0485	-0.0585	0.0388
Si	12.1991	1.49	2.704	-0.047	0.0138	0.031
Si	15.1103	3.9257	2.6623	-0.007	-0.073	0.0211
Si	12.1868	6.7412	2.7631	0.002	0.0138	0.0427
Si	15.0397	9.3942	2.8386	0.0492	-0.0351	0.0401
Si	12.1888	12.3149	2.6326	-0.0348	0.0388	0.0203
Si	14.901	15.0291	2.5882	0.0197	0.0339	0.024
Si	16.3404	16.2959	4.0052	-0.0189	0	-0.0342
Si	2.7657	2.6989	4.132	0.0347	-0.0063	0.0033
Si	16.3547	5.3887	4.0354	0.0382	-0.0113	0.0017
Si	2.6955	8.1236	4.0604	-0.0148	-0.005	-0.0103
Si	16.3258	10.8753	4.1207	0.0044	-0.0111	-0.0102
Si	2.6607	13.5895	4.1127	-0.0092	-0.0125	-0.0173
Si	5.4461	16.3011	4.1636	0.0037	-0.0003	-0.0335
Si	8.1444	2.7799	4.2224	0.0155	-0.0077	0.0404
Si	5.4257	5.4386	4.0559	0.0125	-0.0194	-0.0544
Si	8.1507	8.2525	4.0404	0.0205	0.0166	-0.0534
Si	5.4147	10.8291	4.1017	-0.0056	0.0156	-0.0088
Si	8.1896	13.593	4.0983	0.019	0.0163	-0.0378
Si	10.9423	16.3586	4.0985	-0.0297	0.0226	-0.0084
Si	13.6431	2.7295	4.0757	-0.0141	0.0232	-0.0167
Si	10.8475	5.4526	4.1628	-0.0071	0.045	0.0136
Si	13.5808	8.0908	4.1174	0.0163	-0.021	-0.0106
Si	10.8828	10.9383	4.0505	0.0212	-0.003	0.0029
Si	13.581	13.6534	4.0032	-0.0201	-0.0025	-0.0213
Si	1.3214	14.8993	16.3041	-0.0009	0.0155	0.0133
Si	4.0887	1.3436	16.2302	0.0165	0.0318	0.0119
Si	1.3627	4.1279	16.3003	0.006	-0.0174	-0.0078
Si	4.0091	6.816	16.341	0.0183	-0.01	-0.0078
Si	1.3674	9.5345	16.3675	-0.0069	-0.0043	0.0346
Si	4.0934	12.2513	16.3619	-0.0059	-0.0193	0.0424
Si	6.8273	14.9755	16.3308	-0.0163	-0.002	-0.0006
Si	9.4993	1.3417	16.3092	0.0043	0.0026	0.0258
Si	6.7845	4.0837	16.2478	-0.0185	-0.0001	0.0255
Si	9.5438	6.8429	16.2603	-0.0128	-0.0196	0.0081
Si	6.7579	9.5163	16.3116	0.0259	0.0021	0.0132
Si	9.5129	12.2362	16.3231	0.0084	0.0065	0.0217
Si	12.2798	14.9609	16.3063	0.0152	-0.0271	0.0114
Si	14.9845	1.3612	16.3041	-0.0269	-0.018	0.002
Si	12.2093	4.0402	16.3055	0.0019	0.0006	0.0319
Si	14.9675	6.808	16.2911	0.0047	0.0166	0.0146
Si	12.2908	9.5629	16.3233	-0.0041	0.006	-0.0038
Si	14.9591	12.2077	16.3731	-0.0165	0.0028	0.0022
Si	2.7446	16.2654	17.5447	0.0023	-0.033	-0.0297
Si	5.4032	2.7266	17.5908	0.025	-0.0065	-0.021
Si	2.6729	5.4567	17.7436	0.0007	0.0118	0.0308
Si	5.3284	8.2191	17.6794	-0.0276	0.0406	-0.0049
Si	2.732	10.9051	17.7515	-0.0048	-0.0264	-0.0266
Si	5.4865	13.623	17.7004	0.0188	0.0112	-0.0282
Si	8.1672	16.3257	17.7265	0.0013	0.0031	0.03
Si	10.8337	2.6809	17.6843	0.0179	0.014	-0.0213
Si	8.1472	5.484	17.5493	-0.017	-0.0082	-0.0521
Si	10.9357	8.1854	17.6202	-0.0055	-0.0251	-0.0185
Si	8.1374	10.8489	17.6644	0.0183	0.0098	-0.036
Si	10.9203	13.5941	17.6482	-0.0091	0.0123	-0.0117
Si	13.6671	16.297	17.675	-0.007	-0.0103	-0.0087
Si	16.3375	2.7607	17.6309	-0.0092	0.0196	-0.0247
Si	13.6086	5.4123	17.5973	0.0052	-0.0016	-0.0212
Si	16.3057	8.1528	17.6966	-0.0044	-0.0065	-0.0203
Si	13.6071	10.8828	17.7899	-0.0025	-0.0018	0.0321
Si	16.3153	13.5482	17.7422	0.0266	0.0103	0.0031
Si	1.4439	17.6781	18.8348	0.0292	0.0475	0.0439
Si	4.0495	4.0348	19.0199	-0.0052	-0.0191	0.0346
Si	1.2966	6.8054	19.1328	-0.0081	0.0026	0.0431
Si	4.0535	9.5525	19.1896	0.0091	0.0212	0.0508
Si	1.3813	12.2631	19.1527	0.0302	-0.019	0.044
Si	4.0804	15.0055	18.9992	0.0289	-0.0172	0.0459
Si	6.7533	1.419	19.0008	-0.0131	0.0012	0.0378
Si	9.4498	4.1468	18.9497	0.0412	0.0025	0.0138
Si	6.7096	6.7908	18.8618	0.0058	-0.0646	0.0549
Si	9.5843	9.5186	18.9714	-0.0208	0.061	0.051
Si	6.8228	12.2204	19.0633	-0.0208	-0.0135	0.0348
Si	9.5905	14.9438	19.0333	0.0037	-0.0187	0.0319
Si	12.2638	17.6202	19.0022	0.0167	0.0321	0.0374
Si	14.9574	4.0793	19.0033	-0.0036	-0.0103	0.0563
Si	12.2749	6.799	18.9449	0.0213	-0.0133	0.0304
Si	14.9802	9.4902	19.1279	0.0125	-0.0062	0.0471
Si	12.2297	12.2838	19.1247	-0.0084	0.0098	0.0319
Si	14.9723	14.9048	19.1038	-0.0208	-0.0007	0.0318
Si	16.3683	16.4468	20.1807	0.0923	-0.3467	-0.6384
Si	2.9119	2.4195	20.314	-0.0465	0.179	-0.7307
Si	16.0182	5.6195	20.4227	0.1779	-0.1255	-0.7475
Si	2.4076	8.3959	20.4702	0.2333	-0.1019	-0.8001
Si	16.5556	10.6532	20.4472	-0.102	0.1296	-0.7818
Si	2.9903	13.4878	20.4154	-0.3312	0.1834	-0.7448
Si	5.1752	16.6021	20.3143	0.1752	-0.0845	-0.7433
Si	7.8524	3.0693	20.2498	0.09	-0.1817	-0.7566
Si	5.6282	5.2291	20.2483	-0.1133	0.1204	-0.7303
Si	8.1383	8.1012	20.105	0.0298	0.055	-0.6851
Si	5.2036	11.2222	20.464	0.2217	-0.3712	-0.7604
Si	8.4634	13.3362	20.3031	-0.0755	0.0887	-0.7467
Si	11.1345	16.1114	20.3808	-0.1133	0.0241	-0.6953
Si	13.3347	2.9476	20.2631	0.3998	-0.3517	-0.6569
Si	11.1061	5.2177	20.2047	-0.413	0.4278	-0.6903
Si	13.8159	7.8484	20.3627	-0.0663	0.1319	-0.7785
Si	10.6412	11.0961	20.3984	0.1256	-0.1421	-0.7221
Si	13.339	13.8686	20.5029	0.1116	-0.0967	-0.7117
Si	9.2228	17.6206	22.4323	0.0809	-0.0602	-0.1091
Si	3.8772	14.0445	26.6015	-0.0894	-0.025	0.0884
Si	5.128	6.7335	25.2039	-0.103	-0.0572	0.0503
Si	9.4203	15.3761	26.2962	0.0172	0.0007	0.0822
Si	0.9131	3.5796	22.5241	-0.1553	-0.0348	-0.2099
Si	10.6153	11.3363	25.5364	-0.2018	0.0577	0.0317
Si	8.1809	6.4436	24.8759	0.042	0.0819	0.0813
Si	14.8447	1.6861	22.2265	0.0103	0.053	0.1816
Si	13.1785	16.4286	24.225	-0.0153	0.0518	0.0845
Si	8.3418	9.4797	24.9562	0.0449	0.03	-0.0316
Si	1.3092	14.8888	22.5044	0.0887	-0.0152	0.018
Si	6.7003	14.2598	25.3061	0.134	-0.0221	0.1147
Si	14.0989	4.8547	27.3758	-0.0959	0.0603	-0.1467
Si	3.698	8.7944	26.5337	0.0138	0.0098	0.0659
Si	15.8948	12.597	25.5538	0.0935	0.0591	-0.0313
Si	2.2861	11.4419	26.476	-0.0748	0.1032	0.1395
Si	10.6124	17.7714	24.9736	0.0538	-0.0358	0.0238
Si	6.4691	9.4404	22.365	-0.0136	0.0659	-0.0055
Si	11.8048	9.0914	22.4893	-0.0078	-0.0847	-0.2256
Si	12.411	9.1385	25.541	-0.0637	-0.0306	0.0049
Si	3.9902	4.6383	27.2019	-0.0719	0.0934	0.0757
Si	1.2399	15.3114	25.5808	0.1182	-0.0676	-0.0556
Si	1.219	6.9325	26.679	0.0152	0.078	0.0569
Si	8.9117	5.2809	27.4839	-0.0171	-0.0621	0.0889
Si	13.6384	13.3231	27.4716	0.1176	0.0388	0.0649
Si	9.8059	6.7117	22.289	0.1213	0.0437	-0.0323
Si	7.116	15.2761	22.4037	0.0865	0.133	-0.2306
Si	15.3462	12.6543	22.5418	-0.0198	-0.0482	-0.1211
Si	7.8837	11.7903	26.5752	0.0527	0.0039	0.0989
Si	10.9588	7.5801	27.5332	-0.0441	0.0652	0.0294
Si	4.3293	7.069	22.4638	-0.0727	0.021	-0.0673
Si	11.8334	13.987	25.1421	0.039	0.0287	-0.1167
Si	0.7235	17.9258	27.1569	0.0584	0.0272	0.1334
Si	14.8743	7.7738	26.6783	-0.0901	-0.1204	0.0253
Si	12.992	2.0898	26.4516	-0.084	0.0046	0.022
Si	1.6306	4.0574	25.5143	0.0242	0.0154	0.0236
Si	1.3182	14.9563	5.4502	-0.0063	-0.0037	0.0082
Si	4.0854	1.3391	5.5065	-0.0011	0.0086	0.0038
Si	1.3797	4.0684	5.4455	-0.0015	0.0193	0.0022
Si	4.0559	6.7723	5.4301	0.0101	0.0097	-0.0037
Si	1.3832	9.5171	5.4469	0.0159	0.0014	0.0043
Si	4.0598	12.2257	5.4351	0.0172	0.0124	-0.0012
Si	6.8387	14.9527	5.4715	0.008	0.0097	0.0246
Si	9.5487	1.3695	5.4711	0.0082	-0.0024	-0.006
Si	6.7645	4.1388	5.5082	-0.0118	0.0051	-0.0022
Si	9.4835	6.8631	5.442	-0.0169	0.0009	-0.0131
Si	6.7899	9.5175	5.4703	-0.0083	-0.0132	0.0057
Si	9.5247	12.2368	5.4634	0.0046	-0.0004	-0.0082
Si	12.2787	14.9861	5.447	0.0087	-0.0184	-0.0057
Si	14.9851	1.3341	5.4087	0.0313	-0.014	-0.0232
Si	12.2697	4.0848	5.4498	0.0083	0.0146	-0.0062
Si	14.9696	6.7309	5.4305	-0.0158	0.0095	-0.0098
Si	12.2364	9.5381	5.4094	-0.022	0.0027	-0.0123
Si	14.9145	12.2506	5.4008	-0.0196	0.0106	-0.0245
Si	2.6914	16.3056	6.8216	-0.0025	0.0049	0.0011
Si	5.4326	2.7296	6.844	0.001	0.0021	-0.0056
Si	2.7153	5.432	6.8163	-0.0077	-0.0103	-0.0021
Si	5.4275	8.1356	6.7977	0.0335	-0.0184	-0.0083
Si	2.7329	10.8657	6.8182	0.0073	-0.0212	0.0054
Si	5.4389	13.5891	6.7929	-0.0085	0.0042	-0.0139
Si	8.1836	16.3264	6.8243	0.0014	-0.013	-0.0013
Si	10.9119	2.7263	6.8167	0.009	-0.0247	-0.0099
Si	8.1535	5.4907	6.8281	-0.0245	0.0193	0.0062
Si	10.8711	8.1959	6.7924	-0.0097	-0.0016	-0.0102
Si	8.1537	10.8848	6.8193	-0.0103	0.0009	-0.0043
Si	10.8976	13.6134	6.7921	-0.007	0.0078	0.0014
Si	13.6399	16.3201	6.8101	0.0057	-0.0154	0.0009
Si	16.3232	2.7051	6.7862	-0.0138	0.0188	-0.0062
Si	13.6096	5.4271	6.827	0.0006	0.0062	0.0125
Si	16.3168	8.1424	6.7709	-0.0021	-0.0028	-0.0033
Si	13.5833	10.8905	6.7832	-0.0026	0.0016	0.0042
Si	16.2868	13.5843	6.7898	0.0087	0.0211	-0.0059
Si	1.3499	1.3586	8.1733	-0.0051	-0.0108	0.0089
Si	4.0668	4.0825	8.1906	0.0002	-0.0073	0.0103
Si	1.3511	6.8008	8.1559	0.0186	-0.0046	-0.0007
Si	4.0898	9.5073	8.1668	-0.0009	0.0153	0.0038
Si	1.349	12.2345	8.1464	-0.0041	-0.0054	-0.0122
Si	4.0765	14.9486	8.158	-0.0012	-0.0039	-0.0051
Si	6.8114	1.3654	8.1747	0.0114	0.0129	-0.0078
Si	9.5301	4.0996	8.1535	0.0083	0.0073	-0.0206
Si	6.7878	6.8168	8.192	-0.0068	-0.0132	0.0062
Si	9.5174	9.5319	8.1761	-0.0052	-0.0106	0.0039
Si	6.7926	12.2418	8.169	0.0072	0.0016	0.0074
Si	9.5383	14.958	8.1683	-0.0053	0.0186	0.0028
Si	12.2662	1.3561	8.1651	-0.0027	0.0241	-0.0016
Si	14.9684	4.0594	8.1658	-0.0077	-0.0093	0.0055
Si	12.2335	6.8165	8.1466	0.0167	0.0089	-0.0115
Si	14.9554	9.517	8.128	-0.0048	0.0045	-0.0073
Si	12.239	12.2451	8.1592	0.0004	-0.01	0.0076
Si	14.9694	14.9506	8.1752	-0.0143	-0.0055	0.0131
Si	16.3227	16.3124	9.535	-0.0013	0.0015	0.0036
Si	2.7076	2.7158	9.5364	-0.0069	0.017	0.0008
Si	16.3203	5.4349	9.5159	-0.0126	0.0027	-0.0004
Si	2.715	8.1574	9.5144	-0.0002	0.0042	-0.0039
Si	16.3112	10.8744	9.5014	0.0186	-0.0099	0.0012
Si	2.714	13.5899	9.5152	0.0055	0.0046	-0.0039
Si	5.4392	16.3171	9.5166	0.0004	0.0112	-0.0039
Si	8.1727	2.7337	9.5186	-0.0059	-0.0143	-0.0001
Si	5.4333	5.4453	9.5374	0.0149	0.0007	-0.0003
Si	8.1567	8.1758	9.5387	-0.0093	-0.0024	0.002
Si	5.4404	10.876	9.5274	0.0118	-0.0189	-0.0045
Si	8.164	13.6007	9.5185	-0.0038	0.0074	-0.006
Si	10.8978	16.32	9.5188	0.0081	-0.0109	-0.0006
Si	13.6089	2.7142	9.5334	0.0108	-0.0069	0.0109
Si	10.8828	5.4555	9.5195	-0.0037	-0.004	0.0002
Si	13.5972	8.1694	9.5055	-0.0199	0.0006	0.0026
Si	10.8821	10.8896	9.527	-0.0122	0.0133	-0.0002
Si	13.6018	13.5954	9.5234	-0.0005	0.006	0.0034
Si	1.3686	14.9524	10.8871	0.0022	0.0076	-0.0006
Si	4.0799	1.3555	10.8817	-0.0056	-0.0018	0.0002
Si	1.35	4.0813	10.8887	0.0049	-0.0018	0.0016
Si	4.0733	6.8115	10.8842	0.0026	-0.0159	0
Si	1.3558	9.5232	10.8629	0.0037	-0.0064	0
Si	4.0712	12.2314	10.8799	-0.0021	-0.0054	-0.0028
Si	6.8004	14.9569	10.8751	0.0074	0.0031	-0.0041
Si	9.534	1.3644	10.8682	0.0097	0.0048	-0.0119
Si	6.8019	4.0827	10.8801	-0.0007	0.0092	-0.0011
Si	9.5174	6.8061	10.8871	-0.0058	0.0015	-0.0012
Si	6.8013	9.5348	10.8979	0.0045	0.0051	0.0142
Si	9.5226	12.2479	10.8845	-0.0089	-0.0064	0.0096
Si	12.2451	14.9553	10.881	-0.0045	-0.0011	0.0016
Si	14.9591	1.349	10.8923	-0.0085	0.0029	0.0067
Si	12.2447	4.0892	10.8764	-0.0002	-0.0023	-0.0025
Si	14.9559	6.8032	10.8635	0.0028	0.0008	-0.0027
Si	12.2439	9.5244	10.8805	0.0081	0.0021	-0.0015
Si	14.9645	12.2345	10.8764	-0.017	-0.0003	-0.0065
Si	2.7275	16.3142	12.2468	0.0089	0.0027	0.0041
Si	5.4375	2.7248	12.2339	0.0118	-0.0013	0.0005
Si	2.7127	5.4507	12.2331	0.0035	0.006	-0.0018
Si	5.4288	8.176	12.245	0.0054	0.0014	-0.0062
Si	2.7095	10.8714	12.2381	-0.0123	-0.007	0.0026
Si	5.4362	13.5952	12.2325	-0.0042	-0.0035	-0.0016
Si	8.1761	16.3149	12.2193	-0.0061	0.0135	-0.0034
Si	10.8859	2.7233	12.2318	0.0008	0.0017	0.0057
Si	8.1515	5.4448	12.2427	-0.0102	-0.0145	0.0078
Si	10.8802	8.1668	12.2426	-0.0073	-0.0119	0.0055
Si	8.1626	10.8985	12.2501	0.009	0.0027	0.0016
Si	10.8889	13.6002	12.243	0.0021	0.0085	-0.0047
Si	13.5989	16.306	12.2458	-0.0048	-0.0148	0.0038
Si	16.311	2.7174	12.2456	-0.0062	-0.0066	-0.0011
Si	13.605	5.4487	12.2353	-0.0051	0.0063	0.0083
Si	16.3138	8.1698	12.2174	0.0004	0.0025	-0.01
Si	13.6049	10.8831	12.2417	0.0021	-0.0044	0.0039
Si	16.3282	13.5879	12.2416	0.0091	0.0041	-0.0027
Si	1.3584	1.3574	13.5947	-0.0022	0.0037	0.0021
Si	4.072	4.095	13.5871	-0.0012	0.0015	0.003
Si	1.3524	6.8212	13.576	-0.0103	0.0039	-0.0054
Si	4.0676	9.528	13.6126	0.0057	-0.0091	0.003
Si	1.3557	12.2207	13.6096	0.009	-0.0001	0.0024
Si	4.0795	14.9418	13.6044	0.0066	0.0098	0.0062
Si	6.8107	1.3515	13.5632	-0.0019	-0.0053	-0.0079
Si	9.5189	4.079	13.5872	0.002	0.0057	0.0002
Si	6.7825	6.81	13.5953	0.0065	-0.003	0.0009
Si	9.5241	9.5363	13.6008	-0.0109	0.0086	0.0061
Si	6.797	12.2544	13.6075	0.0041	-0.0012	0.005
Si	9.5294	14.96	13.5952	0.0035	-0.0118	0.0005
Si	12.2354	1.3512	13.5918	0.0093	0.0036	0.0012
Si	14.9525	4.0808	13.602	0.0037	-0.0095	0.007
Si	12.2502	6.8113	13.5981	-0.0075	-0.0009	0.0055
Si	14.9744	9.5292	13.5947	0.0032	-0.0133	-0.01
Si	12.2493	12.2419	13.6048	-0.0037	0.0049	-0.001
Si	14.9639	14.9426	13.5977	-0.003	0.0006	0.002
Si	16.3242	16.3038	14.9486	-0.0025	0.0044	0.0068
Si	2.7091	2.7373	14.9403	0.0033	0.0086	-0.0038
Si	16.3242	5.4634	14.9295	-0.0154	-0.0062	-0.0037
Si	2.6855	8.1753	14.9635	0.0012	0.0063	0.008
Si	16.3201	10.8703	14.9908	0.0043	-0.0088	0.0019
Si	2.7204	13.5704	14.9669	0.003	-0.0165	0.0019
Si	5.4723	16.3053	14.925	0.0145	-0.0113	0.0017
Si	8.1554	2.7045	14.9295	0.0001	0.001	0.0088
Si	5.4021	5.4723	14.9595	-0.0015	-0.0046	0.0019
Si	8.1414	8.1816	14.9402	0.0016	0.0029	0.0074
Si	5.4272	10.9006	14.964	-0.0096	0.0075	0.0019
Si	8.171	13.6101	14.9622	-0.0103	0.002	0.0086
Si	10.8857	16.3113	14.9621	0.0037	0.019	0.0148
Si	13.5929	2.702	14.9528	-0.0115	0.0223	0.0004
Si	10.8865	5.4364	14.9388	0.0118	-0.0153	0.0046
Si	13.6166	8.1823	14.9511	-0.001	-0.0058	-0.0078
Si	10.8896	10.8891	14.9682	0.0001	-0.0013	0.0042
Si	13.6251	13.5782	14.9741	0.0023	-0.0015	0.0032
O	0.9245	16.1024	21.5199	0.218	0.5511	0.0817
O	15.2396	17.4863	20.7466	-0.2926	0.3423	-0.3976
O	12.1225	7.5358	28.6635	0.2567	0.5111	0.0055
O	8.2962	16.1864	29.1072	-0.1411	-0.0713	-0.226
O	14.9007	6.7316	20.9038	0.0302	-0.0352	0.3907
O	9.6254	2.0175	23.8324	-0.1937	0.4145	-0.0891
O	9.5155	12.199	20.8699	-0.1897	-0.0712	0.3186
O	14.0208	10.3014	29.2254	0.1634	0.1173	-0.4787
O	13.6525	2.7081	21.8655	-0.1145	0.3463	0.3229
O	5.8545	15.8896	21.6079	-0.1809	-0.3619	0.1952
O	13.7391	3.534	26.507	0.2972	0.164	-0.3228
O	14.6854	12.4301	26.6131	-0.035	-0.6623	-0.1395
O	7.3883	9.1607	21.0766	-0.0132	0.3766	-0.0806
O	6.2591	18.1552	29.116	-0.1156	-0.1391	-0.3688
O	6.598	6.4532	24.6189	-0.1697	-0.0092	-0.2657
O	3.2057	15.7679	29.2435	0.0196	-0.056	-0.3252
O	6.7514	4.1627	20.7782	0.2235	0.0686	0.4725
O	7.2083	12.1512	28.0003	-0.1982	0.5904	-0.2697
O	4.3821	13.8475	28.1328	0.2938	-0.353	-0.0397
O	2.6514	7.5733	26.3693	0.1065	-0.3472	-0.4182
O	11.0826	2.3397	29.1538	-0.137	-0.2134	-0.3902
O	1.3273	9.534	20.9629	0.1664	0.015	0.1965
O	4.0443	17.6723	20.8489	0.1539	0.1657	0.5844
O	13.9685	13.1596	21.8425	-0.3433	-0.039	0.4032
O	16.4122	13.8483	22.4434	-0.1161	0.0642	-0.2278
O	4.913	3.5508	27.9275	0.3947	-0.1462	-0.5544
O	2.9947	10.1036	25.9283	0.086	-0.0651	-0.4614
O	1.0836	6.8828	28.3012	-0.3146	0.2371	0.1806
O	4.8796	5.762	26.4684	0.4451	0.1418	0.1366
O	9.5158	12.018	26.5406	0.17	0.2082	0.2485
O	10.4454	16.9522	21.597	0.1458	0.3951	0.2464
O	15.4265	4.5022	28.219	0.5049	0.3464	0.1046
O	11.5361	7.8637	26.055	-0.1573	-0.3395	-0.4573
O	15.8711	11.3368	21.7612	0.0128	-0.1919	0.3723
O	10.2655	6.1412	27.6074	0.4033	-0.3599	-0.0514
O	9.1889	3.8686	28.2148	-0.2692	-0.3627	-0.1086
O	5.4052	8.2603	22.5459	0.05	0.0746	0.1766
O	4.0812	9.1098	28.0679	-0.1015	0.5875	-0.0566
O	8.5476	5.2578	25.9153	0.0633	-0.6001	-0.1599
O	5.2052	14.5235	25.8401	-0.0131	0.298	-0.0388
O	5.7058	10.8068	21.9717	-0.2725	0.2692	0.5915
O	11.5243	2.4683	25.8422	-0.1907	0.7057	0.2567
O	10.5491	8.0891	22.6539	-0.2487	0.2	0.4344
O	1.5595	4.0416	23.9153	0.2592	0.3933	-0.2226
O	16.5801	4.8524	21.7566	-0.1562	-0.0373	0.4285
O	16.6852	13.0544	29.031	-0.0095	-0.0508	-0.1909
O	2.6421	15.0809	26.3727	0.0074	0.483	0.1115
O	11.6613	16.9408	24.0527	-0.1221	-0.1955	-0.4033
O	8.5466	2.4714	21.5789	0.2125	0.1092	0.4154
O	7.3968	9.5528	23.6593	0.1953	0.1941	-0.1404
O	8.8305	6.9606	21.0342	-0.2619	-0.1956	-0.2156
O	12.1586	4.029	20.3657	-0.173	0.0217	0.2291
O	11.3023	10.4358	21.7411	0.0407	0.2916	0.5347
O	0.7776	2.8396	26.1307	-0.4193	0.0526	-0.3339
O	4.9944	8.2807	25.7074	0.2879	0.2218	-0.2812
O	16.5116	14.0877	25.6861	-0.0947	0.1636	0.1829
O	13.9394	8.8406	25.9318	0.1643	0.3945	-0.128
O	6.6064	14.6325	23.7609	-0.3875	-0.1294	-0.0765
O	8.615	7.9361	25.3727	0.4553	-0.0934	0.2558
O	5.9099	7.5862	29.1336	-0.2053	-0.0483	-0.3952
O	2.1338	11.3748	28.0894	0.1995	-0.3763	-0.0758
O	16.3559	7.8186	26.0362	0.2098	0.2979	-0.6169
O	14.5143	14.4059	28.3258	0.074	0.5741	-0.402
O	10.8487	5.6123	21.7704	0.5	-0.4001	0.4529
O	16.1067	2.4547	22.8744	-0.0673	-0.1775	0.5593
O	0.5041	16.5892	26.2647	-0.5977	-0.1523	-0.1115
O	10.3612	14.6554	25.192	-0.2651	0.0005	-0.3782
O	8.554	10.4029	29.2686	-0.1294	-0.0118	-0.0304
O	2.056	17.7148	28.0527	0.2706	0.0926	-0.1019
O	2.595	14.1438	21.8654	0.4217	-0.0658	0.3451
O	15.0799	8.2153	28.2034	0.0059	-0.2961	0.1368
O	2.0953	2.9758	21.6054	0.2819	-0.189	0.2158
O	3.2875	12.6386	26.0603	0.2105	-0.2068	-0.4489
O	9.9726	8.7524	28.0273	-0.3952	0.3795	-0.4449
O	12.9495	17.6093	27.8618	0.0863	-0.3776	-0.1015
O	12.7103	12.3764	28.3987	-0.6329	0.0353	-0.3618
O	3.0767	5.256	28.3977	0.0062	-0.4089	0.0725
O	12.5426	14.0819	26.5876	-0.0257	0.5392	0.3001
O	9.7612	16.9441	26.0825	-0.3452	0.4834	0.5329
O	7.6206	10.2393	26.1901	-0.3234	-0.0971	0.2086
O	11.4736	12.4576	24.7131	0.2754	-0.2489	-0.5216
O	1.071	5.4653	26.0472	-0.2691	0.0868	-0.2611
O	13.0135	8.4288	21.6517	0.0154	-0.0744	0.4195
O	4.9072	5.8799	21.5485	-0.0359	-0.2059	0.1397
O	8.9592	6.1319	23.5102	-0.1901	-0.249	-0.1259
O	11.769	10.4448	26.2655	0.4526	0.0608	0.4801
O	9.8554	14.7876	27.7508	0.4087	-0.2288	-0.3933
O	12.9694	5.0826	28.5095	-0.3467	-0.4562	0.034
O	14.3063	6.2394	26.5594	-0.1388	-0.1047	-0.3423
O	7.8388	15.1467	26.0499	-0.1828	0.3774	0.1274
O	1.5674	15.4729	23.9886	0.1082	0.13	-0.1101
O	9.7195	10.3044	24.6288	0.2837	0.0763	-0.479
O	8.169	16.4438	22.7344	-0.0639	0.1991	0.5214
O	7.1484	12.7147	25.4759	-0.1415	-0.2621	-0.4969
O	0.8088	11.5789	25.8189	-0.0286	-0.2722	-0.1569
O	7.8145	14.0843	21.5821	-0.1244	-0.1121	0.5127
O	12.2292	15.0074	20.9643	-0.0671	-0.0971	0.2118
O	7.6831	6.0045	28.2194	-0.4083	-0.122	-0.2512
O	13.7224	17.3058	25.4936	0.6135	-0.0681	0.2236
O	4.0948	6.5052	23.9642	-0.3381	-0.1007	0.231
O	12.3718	9.3926	23.9568	0.115	0.4294	0.1208
O	15.9484	18.289	28.3256	-0.2976	-0.3151	-0.0371
O	14.2681	16.7531	23.0712	0.4121	-0.5205	-0.0172
O	15.2152	12.3095	24.1096	-0.2146	-0.2353	0.2447
O	12.9408	14.8097	24.2525	0.396	-0.4656	-0.4388
O	3.1416	3.8991	26.0491	0.1843	-0.535	-0.3734
O	2.9673	7.6551	21.8199	-0.2577	-0.2817	0.6058
O	4.1023	12.3686	20.7909	0.0678	-0.0028	0.2831

Results
total energy: -82018.263 eV
total energy less fixed offsets of O -438.35, Si -107.03 eV per atom: 1.257 eV
